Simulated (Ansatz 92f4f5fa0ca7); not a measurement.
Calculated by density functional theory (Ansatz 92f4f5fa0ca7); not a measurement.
Periodic cell of 243 atoms, Si149O94, from a study of silicon, its oxide and their interface. The atomic structure is a simulated model.

Settings
functional: PBE
potential files: Ansatz PAW
basis: plane waves
wave-function cutoff: 700 eV
density cutoff ratio: 5
exchange-correlation grid ratio: 1
k mesh: 2 x 2 x 1, shifted by 0.5 0.5 0.5 of a step
self-consistency stop: 5e-08 eV per atom in the density residual
occupations: fixed
spin: none
net charge: 0

Cell vectors (angstrom)
a	11.6015	0	0
b	0	10.938	0
c	0	0	32.5458

Atoms and the computed forces on them: element, x, y, z (angstrom), force x, y, z (eV/angstrom)
Si	-0.1712	-0.0751	23.8521	-0.0524	-0.0476	-0.0149
Si	3.7319	0.0367	23.8155	-0.0129	-0.0565	-0.0213
Si	7.6845	-0.0541	23.9319	0.0597	-0.0409	-0.0423
Si	1.7366	1.3057	23.7753	-0.0101	0.0528	-0.0184
Si	5.7341	1.2856	23.8821	0.0757	0.0475	-0.0141
Si	9.4999	1.397	23.9474	-0.0055	0.0419	-0.0463
Si	0.022	5.3152	23.7521	0.0066	0.0067	-0.0473
Si	3.9787	5.2485	23.8874	0.0874	-0.0187	-0.0785
Si	7.5156	5.5714	23.7228	-0.1017	-0.0898	0.0486
Si	2.0187	6.6111	23.9699	0.0681	0.0855	0.04
Si	5.5762	6.9564	23.8374	-0.1465	-0.0146	-0.0652
Si	9.6559	6.6455	23.7898	0.072	0.0169	0.0023
Si	1.8832	2.6393	25.7623	-0.0511	-0.049	-0.0133
Si	5.8165	2.6686	25.8198	0.0405	-0.0664	-0.0361
Si	9.6245	2.8112	25.8124	-0.0107	-0.0921	-0.0084
Si	11.6148	4.0755	25.7799	0.0335	0.0569	-0.0148
Si	3.8514	3.9498	25.8232	-0.0063	0.0795	-0.0064
Si	7.6643	4.1759	25.731	-0.063	0.0635	-0.0428
Si	1.8763	8.0992	25.8513	0.0188	-0.0874	-0.0366
Si	5.6856	8.2495	25.7957	-0.0184	-0.0544	-0.0054
Si	9.5951	8.0601	25.7587	-0.0154	-0.0563	-0.0329
Si	11.5116	9.4637	25.7804	0.0015	0.1055	-0.0249
Si	3.7405	9.5877	25.7815	-0.0226	0.0677	-0.0329
Si	7.6855	9.4784	25.8074	0.0439	0.0654	-0.0044
Si	11.5554	-0.0375	27.6915	0.006	-0.0392	-0.0023
Si	3.827	-0.0034	27.7178	-0.0114	-0.0414	0.0114
Si	7.7299	-0.0285	27.7073	0.0019	-0.0433	-0.014
Si	1.8875	1.3287	27.7222	-0.0003	0.0369	0.0043
Si	5.7948	1.3182	27.7389	0.0137	0.0485	0.0166
Si	9.6395	1.3693	27.705	-0.0105	0.0431	0.0014
Si	11.5724	5.4531	27.7119	0.0003	-0.04	-0.0001
Si	3.8334	5.432	27.6965	0.013	-0.0363	-0.0018
Si	7.6795	5.4708	27.7102	-0.0008	-0.0332	0.0071
Si	1.9029	6.7917	27.7773	0.0012	0.0339	0.0021
Si	5.7421	6.8305	27.7007	0.0015	0.0267	0.0062
Si	9.6288	6.7961	27.7354	0.0159	0.0332	0.0191
Si	1.9336	2.7345	29.6465	-0.1019	-0.0829	-0.0644
Si	5.8008	2.7345	29.6465	0.0094	-0.1132	0.0424
Si	9.6679	2.7345	29.6465	0.0117	-0.0651	0.0054
Si	0	4.1018	29.6465	-0.0269	-0.0943	0.0066
Si	3.8672	4.1018	29.6465	-0.0004	-0.0842	-0.0288
Si	7.7343	4.1018	29.6465	-0.1066	-0.0157	-0.0739
Si	1.9336	8.2035	29.6465	0.0161	-0.0114	0.2487
Si	5.8008	8.2035	29.6465	-0.105	-0.0545	-0.0826
Si	9.6679	8.2035	29.6465	-0.0216	-0.0591	0.0351
Si	0	9.5708	29.6465	-0.0961	-0.0419	-0.0153
Si	3.8672	9.5708	29.6465	-0.0112	-0.005	0.0095
Si	7.7343	9.5708	29.6465	0.0538	-0.0775	0.033
Si	0	0	31.5801	0.0121	0.0138	0.0023
Si	3.8672	0	31.5801	0.0077	-0.0679	-0.0292
Si	7.7343	0	31.5801	-0.0039	0.0218	0.0395
Si	1.9336	1.3673	31.5801	0.0073	0.0034	-0.0134
Si	5.8008	1.3673	31.5801	0.0004	0.0159	-0.0157
Si	9.6679	1.3673	31.5801	-0.0083	-0.0086	-0.0051
Si	0	5.469	31.5801	-0.0065	0.0199	0.0034
Si	3.8672	5.469	31.5801	-0.0037	0.0092	0.0057
Si	7.7343	5.469	31.5801	0.01	-0.0015	0.015
Si	1.9336	6.8362	31.5801	0.0007	0.0485	0.0443
Si	5.8008	6.8362	31.5801	0.0031	0.0087	-0.0337
Si	9.6679	6.8362	31.5801	0.0095	-0.0214	0.0048
Si	1.9336	2.7345	0.9679	0.0401	0.0853	-0.0906
Si	5.8008	2.7345	0.9679	0.0245	0.0687	0.0037
Si	9.6679	2.7345	0.9679	0.0127	0.0049	0.0583
Si	0	4.1018	0.9679	0.0223	0.1083	0.1119
Si	3.8672	4.1018	0.9679	0.0372	0.1041	0.0748
Si	7.7343	4.1018	0.9679	0.1047	0.0792	-0.0071
Si	1.9336	8.2035	0.9679	0.0556	0.012	0.0643
Si	5.8008	8.2035	0.9679	0.1231	0.0705	-0.0516
Si	9.6679	8.2035	0.9679	-0.0156	0.0884	0.0648
Si	0	9.5708	0.9679	0.0674	0.0412	0.055
Si	3.8672	9.5708	0.9679	-0.0301	0.0673	-0.2637
Si	7.7343	9.5708	0.9679	0.0465	0.1082	0.0975
Si	11.6465	0.0307	2.8925	0.0018	-0.0307	-0.0021
Si	3.8971	0.0337	2.849	0.0043	-0.0412	-0.0025
Si	7.762	0.0231	2.9167	-0.014	-0.0398	-0.0222
Si	1.9601	1.4051	2.9054	-0.0136	0.0441	0.0013
Si	5.8339	1.384	2.9013	0.0175	0.0329	0.0008
Si	9.7133	1.376	2.9132	0.0135	0.041	-0.0194
Si	11.6304	5.5226	2.8917	-0.016	-0.0388	-0.0109
Si	3.9288	5.5108	2.894	-0.0055	-0.0379	-0.0172
Si	7.8039	5.4782	2.9028	-0.0038	-0.0349	-0.0114
Si	1.9764	6.8624	2.9218	-0.0079	0.0303	-0.023
Si	5.8704	6.8433	2.8875	-0.0208	0.0355	-0.0002
Si	9.7138	6.8864	2.933	-0.0076	0.0429	-0.0033
Si	1.9681	2.9331	4.7327	-0.0262	-0.0622	-0.0086
Si	5.8797	2.7383	4.8445	-0.0167	-0.0452	0.0229
Si	9.7999	2.7304	4.858	0.041	-0.0732	0.0253
Si	11.6162	4.2646	4.8805	-0.0357	0.0544	0.0358
Si	3.9528	4.1626	4.8299	0.0409	0.0429	0.0173
Si	7.8422	4.0687	4.8083	0.0099	0.0831	0.0252
Si	1.9674	8.2448	4.8553	-0.0346	-0.0796	0.0389
Si	5.8693	8.1833	4.829	0.0159	-0.0633	0.0342
Si	9.7421	8.3475	4.8329	0.0392	-0.0629	-0.0127
Si	11.6938	9.6908	4.8752	0.0262	0.0454	0.0226
Si	3.9418	9.5897	4.7361	0.0314	0.1039	0.0237
Si	7.7807	9.6147	4.8685	-0.0434	0.0556	0.0194
Si	11.9391	0.1602	6.8208	0.082	-0.0591	-0.0218
Si	3.9686	0.1751	6.549	-0.1216	-0.0619	0.0082
Si	7.966	0.0128	6.8457	-0.0102	-0.0068	0.0466
Si	2.1197	1.6685	6.654	-0.0142	-0.0051	0.0942
Si	6.0177	1.3528	6.7894	0.0201	0.0682	-0.0196
Si	9.8863	1.3904	6.8622	-0.027	0.0526	0.0169
Si	11.4751	5.6558	6.8868	-0.0653	-0.0946	-0.0371
Si	3.8274	5.4991	6.7998	-0.0179	-0.0052	0.0417
Si	7.909	5.4697	6.7076	0.1406	-0.0209	0.0479
Si	1.9297	6.9079	6.8593	0.0404	0.0322	0.015
Si	5.8666	6.6925	6.7159	0.0214	0.0815	-0.0481
Si	9.6165	7.1042	6.8117	-0.0387	-0.0029	0.0753
O	3.732	4.646	8.2302	-0.0122	-0.051	0.0027
O	6.0215	7.729	8.0066	-0.0173	-0.0033	0.0266
O	3.5975	9.9922	7.7188	0.0012	-0.0121	-0.008
O	9.7998	2.3475	8.2254	0.0173	0.0301	-0.0233
O	2.0676	2.5622	8.0782	0.0347	0.0451	-0.0006
O	9.4874	7.9235	8.2834	-0.0097	0.0286	-0.0179
O	8.068	10.1495	8.302	0.0132	-0.047	0.0002
O	2.0638	7.8781	8.2157	-0.0224	0.0397	-0.016
O	6.1147	2.3942	8.0951	-0.015	-0.0004	0.0164
O	11.0798	4.6899	8.2128	-0.0405	-0.0073	-0.0212
O	8.3529	4.5905	8.0703	0.0152	-0.0325	-0.0048
O	0.8679	10.2312	8.1754	-0.0034	-0.0197	-0.0298
O	5.0202	7.7337	22.4219	0.0027	0.0282	0.0432
O	9.1464	2.355	22.604	0.0438	0	-0.0186
O	11.4306	9.8721	22.5076	-0.0278	-0.0292	0.0104
O	4.3817	4.4188	22.4534	0.0246	-0.0142	0.0301
O	3.7769	10.0686	22.4139	-0.0125	-0.041	0.0251
O	2.3516	7.843	22.9002	0.0361	0.0031	-0.0091
O	5.8416	2.1944	22.4918	-0.0037	0.0262	0.0263
O	9.8635	7.6497	22.4997	0.0068	0.0497	-0.0088
O	1.5621	2.1999	22.3734	-0.0171	0.0393	-0.0107
O	7.0918	4.5861	22.4397	-0.0355	-0.0226	-0.0028
O	0.0311	4.3742	22.369	0.0187	-0.058	-0.0115
O	7.9894	10.0483	22.5142	-0.033	-0.0198	-0.0127
Si	3.5937	8.4901	22.0554	-0.0143	0.0207	0.0035
Si	0.5519	5.3711	16.3616	-0.0013	-0.0062	-0.0026
Si	8.697	8.9903	9.2635	-0.0161	-0.0015	0.0086
Si	1.5457	7.9679	12.1854	0.0073	-0.002	0.0166
Si	3.6689	2.8807	17.2777	0.0045	0.0008	-0.0049
Si	9.6144	9.5089	14.6101	0.0009	-0.0072	-0.0001
Si	1.8809	4.6898	19.0256	-0.0009	-0.0023	-0.0011
Si	6.2997	9.4474	18.7411	0.0029	0.0055	-0.0024
Si	1.4487	5.153	11.4302	0.0074	-0.003	0.0069
Si	6.0963	4.8862	11.2292	0.0065	0.0031	-0.0042
Si	0.5913	3.1355	21.4458	-0.0053	-0.0131	0.0077
Si	9.7049	3.9094	8.7044	-0.0061	-0.0134	0.0069
Si	7.4929	1.0684	17.2003	0.0042	0.008	-0.0177
Si	1.8455	7.9649	15.217	0.0001	-0.0048	-0.0044
Si	7.9784	4.9619	13.6479	0.0004	-0.0017	0.0036
Si	1.0557	9.6438	17.6648	-0.0073	-0.0032	-0.0058
Si	5.8794	0.4153	11.7777	-0.0061	-0.0071	0.0176
Si	3.3199	1.4224	13.0656	0.0133	0.0069	0.0061
Si	7.1802	3.5988	19.2357	-0.0066	-0.0038	0.0087
Si	4.003	9.9833	14.9697	-0.0027	-0.0058	-0.0019
Si	10.5497	0.548	16.7001	-0.0024	-0.0009	-0.0014
Si	9.3309	2.2021	20.9777	0.0072	0.0115	0.0105
Si	3.9095	9.0995	11.0081	0.0018	-0.0124	0.0059
Si	5.5564	4.6821	15.5241	-0.003	0.0001	-0.0027
Si	3.7927	10.9337	17.9964	0.0015	0.0033	-0.0015
Si	8.3728	10.1661	20.9287	0.0046	-0.0051	0.0046
Si	2.9516	3.4961	9.0937	0.0121	-0.011	-0.011
Si	10.3103	3.9847	11.7729	-0.0109	-0.0035	0.0033
Si	0.9917	2.5078	15.6151	-0.0057	-0.0007	0.0005
Si	0.5025	1.4856	12.6087	-0.0028	0.0026	0.012
Si	5.7868	3.7216	21.9193	0.0066	-0.0053	-0.0128
Si	9.3858	6.7557	15.7691	-0.0016	-0.0008	-0.0022
Si	10.7797	8.6613	21.6206	-0.0169	-0.0224	0.0072
Si	5.7401	2.359	9.6802	-0.0021	0.0034	-0.0063
Si	6.8917	10.8279	14.484	0.0041	0.0026	0.0012
Si	10.663	9.689	11.7131	-0.0102	-0.0085	0.0095
Si	6.0978	7.4958	9.6142	-0.0049	0.0021	-0.0058
Si	2.285	9.469	8.5312	0.0119	-0.0054	-0.0006
Si	1.6788	7.6646	19.9532	-0.0069	-0.0028	0.0004
Si	6.9238	6.4445	17.6531	-0.0006	-0.0027	-0.0077
Si	3.7107	4.3792	13.2371	-0.0003	0.0018	0.0056
O	4.1103	2.5652	9.7859	0.0083	0.018	-0.0338
O	0.3335	8.7286	11.4276	-0.0272	0.0114	0.0118
O	4.6476	7.9012	10.2177	-0.018	0.0122	-0.007
O	4.7558	9.9808	18.9191	0.0069	0.011	-0.0101
O	2.4528	2.3315	16.3256	-0.0035	0.0126	0.0064
O	3.1767	0.1287	14.0535	0.0276	0.0066	-0.0021
O	4.1183	1.5906	18.1941	-0.0176	-0.0085	-0.0151
O	1.9607	4.1871	10.2074	0.0047	0.0129	0.0053
O	6.3064	0.9432	10.2951	-0.013	-0.0045	0.0034
O	5.9102	3.5776	20.2914	0.0355	0.0018	-0.0011
O	3.0377	8.3924	20.5202	-0.0231	-0.0087	-0.0021
O	6.3436	7.8528	18.299	0.0147	-0.003	-0.0022
O	1.8226	6.7075	11.1848	0.0047	-0.0122	-0.0173
O	8.0297	9.7374	14.829	0.0073	0.0222	-0.0073
O	2.1437	6.1224	19.7446	-0.0176	-0.0076	-0.0103
O	2.2076	10.6478	18.2527	0.0059	-0.0089	-0.0087
O	7.0876	9.5568	20.156	-0.0043	0.0054	-0.0244
O	10.9507	2.3015	20.7669	-0.0108	0.022	0.0274
O	0.7773	4.0991	15.3692	0.0005	-0.0111	0.0283
O	0.706	4.8909	17.9129	0.0217	0.0038	-0.0093
O	5.8866	5.9588	16.4857	0.0172	-0.0235	0.0037
O	1.6403	6.5501	16.011	-0.0258	-0.0009	-0.0017
O	8.568	3.3498	20.093	-0.0203	-0.0214	-0.0048
O	5.5338	9.9386	14.4574	-0.0149	0.0086	-0.0003
O	8.6233	6.2344	14.425	0.0022	-0.0162	0.0123
O	7.0525	2.4019	18.0846	0.0173	-0.0057	0.0126
O	6.9946	10.5396	17.7374	-0.0172	-0.0019	0.0144
O	1.2171	9.1992	16.0962	0.0053	-0.0145	0.0127
O	3.3962	8.4595	15.0028	-0.0091	0.0203	-0.0065
O	3.5105	2.8607	13.8124	-0.0054	-0.0166	-0.0137
O	4.6213	4.6546	11.9013	0.0067	-0.0002	0.0046
O	8.6933	0.7741	20.4991	0.0028	-0.0124	0.0313
O	2.1922	4.7946	12.8419	0.0014	-0.001	-0.0288
O	2.0405	1.4228	12.0345	0.0046	0.0009	0.0081
O	7.4539	8.2871	10.0939	0.0119	-0.0005	-0.0317
O	10.0367	8.2117	15.4843	-0.0162	-0.0024	-0.0142
O	11.2217	10.4172	17.75	0.0115	0.0139	-0.0211
O	7.0559	0.439	12.9259	-0.0355	-0.0131	-0.0059
O	3.2	4.1088	18.255	-0.0182	-0.0172	-0.0096
O	4.9353	3.4422	16.3981	-0.0152	0.0196	-0.0018
O	8.3669	6.8391	17.0224	-0.0103	-0.0122	-0.0153
O	9.7196	9.3059	20.5571	-0.0203	0.0226	0.029
O	6.5348	3.4724	10.561	-0.0232	0.0013	-0.0009
O	11.2718	0.1934	12.124	0.0072	-0.0094	-0.0103
O	9.1162	1.0465	17.2542	-0.0043	-0.0102	-0.0146
O	4.7092	1.4162	12.2493	-0.0037	-0.0433	-0.0102
O	0.7644	1.7144	14.2089	-0.0127	0.0209	-0.0027
O	1.1621	8.2833	18.541	0.0093	0.0156	-0.0099
O	11.4295	5.1771	11.6939	-0.0017	-0.0106	-0.0108
O	5.1829	-1.0252	11.5803	0.022	0.048	-0.0031
O	-0.1177	1.8761	16.6237	0.0097	-0.0122	-0.0153
O	10.6094	5.791	16.173	-0.0012	0.0099	-0.0049
O	10.4039	10.8086	15.2072	-0.0187	-0.0123	0.0199
O	4.096	10.5712	16.4594	-0.014	-0.0069	0.0013
O	1.1227	7.7576	13.7571	0.013	0.009	0.0086
O	9.7029	9.6435	10.3869	0.0058	-0.0111	-0.0005
O	1.4727	3.6462	20.19	-0.004	0.0141	-0.003
O	9.8434	9.2094	13.0325	0.011	0.0047	0.0014
O	2.7552	9.7754	10.0617	0.0093	-0.0127	-0.0159
O	9.2257	4.0903	13.0081	-0.001	0.0118	-0.0174
O	4.4092	5.198	14.4658	0.0179	-0.0269	0.0007
O	6.9615	1.094	15.62	0.0126	-0.0229	0.001
O	6.1781	5.9219	9.9877	0.0085	0.0045	0.0044
O	9.557	3.9402	10.3272	0.0248	0.0022	0.018
O	7.1074	5.4554	12.3669	-0.0016	-0.0217	0.0034
O	7.1729	5.1298	18.6227	-0.0143	0.0039	-0.0172
O	11.2147	2.6713	11.994	-0.0034	0.0075	-0.0048
O	0.3676	7.8004	20.9236	0.0039	0.0139	-0.0011
O	6.9339	4.2144	14.7031	-0.018	0.0307	-0.0039
O	3.0136	8.6779	12.2925	-0.0031	-0.0131	-0.0047

Results
free energy: -148199.506 eV
free energy less fixed offsets of O -569.03, Si -635.61 eV per atom: -4.796 eV

The program warned: the cutoff lies below the one the program advises for these potential files; the forces do not sum to zero within the program's tolerance; the exchange-correlation potential is rough where the density is thin.
